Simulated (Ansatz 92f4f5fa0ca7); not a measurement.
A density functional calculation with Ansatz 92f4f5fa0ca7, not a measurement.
Periodic cell of 223 atoms, Si131O90As2, from a study of silicon, its oxide and their interface. The atomic structure is a simulated model.
Doubt: the cutoff is far below the 930 eV that the study's wrapper takes by default for these files, so forces and energies are approximate.
This geometry differs little from another in the collection (a relaxation step or a small displacement).

Settings: functional PBE; potential files Ansatz PAW; basis plane waves; wave-function cutoff 580 eV; density cutoff ratio 5; exchange-correlation grid ratio 1; k mesh 1 x 1 x 1, Gamma-centred; self-consistency stop 5e-08 eV per atom in the density residual; occupations fixed; spin none; net charge 0.

Cell vectors (angstrom)
a, 10.938, 0, 0
b, 0, 10.938, 0
c, 0, 0, 32.1988

Atoms and the computed forces on them: element, x, y, z (angstrom), force x, y, z (eV/angstrom)
Si, 10.5825, 0.1714, 24.8707, 0.1208, 0.0365, 0.1988
Si, 5.7616, 10.6606, 24.7504, -0.0123, 0.0151, -0.0229
Si, 2.554, 2.9436, 24.6383, -0.0031, -0.1028, 0.0252
Si, 8.4439, 2.4865, 24.8808, 0.0076, 0.0405, 0.101
Si, 0.2711, 5.1551, 24.8062, -0.0136, -0.0091, 0.0289
Si, 5.1624, 5.7459, 24.7083, -0.0136, -0.0098, -0.0198
Si, 2.9488, 7.9911, 24.6173, -0.0214, 0.0193, -0.0509
Si, 7.9612, 8.4344, 24.7562, 0.0143, 0.0123, -0.0377
As, 1.5676, 1.1661, 25.9198, -0.0486, -0.0676, -0.1519
Si, 6.8556, 1.2963, 26.1177, -0.0149, 0.0211, -0.0022
Si, 4.0496, 4.1221, 26.0312, 0.0425, -0.0085, 0.0183
Si, 9.5162, 4.166, 26.118, 0.0721, -0.0879, 0.01
Si, 1.418, 6.8177, 26.0095, -0.0304, -0.0017, -0.0098
Si, 6.7622, 6.8688, 26.0368, 0.0179, -0.0222, -0.0338
Si, 4.1663, 9.4729, 25.9977, -0.0276, 0.0371, -0.0412
Si, 9.4697, 9.5687, 26.1943, 0.0094, -0.0258, 0.019
Si, 2.8603, -0.1357, 27.3891, -0.0788, 0.0767, 0.0493
Si, 8.1458, -0.0218, 27.5593, 0.0279, 0.0348, -0.0093
As, -0.0382, 2.7523, 27.4711, -0.0568, 0.0326, 0.073
Si, 5.4532, 2.7335, 27.367, 0.0079, -0.0028, 0.0093
Si, 2.727, 5.4752, 27.4352, -0.0124, -0.0034, 0.0398
Si, 8.1392, 5.5239, 27.3852, 0.0075, -0.0065, 0.0283
Si, 0.0102, 8.1659, 27.3827, -0.0026, 0.0157, 0.0143
Si, 5.46, 8.1732, 27.4667, -0.0035, 0.0108, 0.0358
Si, 4.0994, 1.359, 28.758, 0.0062, 0.0038, -0.0426
Si, 9.5079, 1.3341, 28.9028, 0.0593, 0.0306, -0.0868
Si, 1.384, 4.1619, 28.859, -0.0269, -0.0481, -0.0656
Si, 6.8246, 4.1089, 28.7557, -0.0294, -0.0118, -0.0391
Si, 4.0961, 6.814, 28.8181, 0.0039, -0.0166, -0.0135
Si, 9.5552, 6.8267, 28.7681, 0.0067, 0.0182, -0.0385
Si, 1.3769, 9.5473, 28.7566, -0.001, -0.0002, -0.0579
Si, 6.7923, 9.5378, 28.8638, -0.0132, -0.0108, 0.006
Si, 0.0236, -0.017, 30.1437, -0.0098, 0.0233, 0.0481
Si, 5.4529, 0.0095, 30.1626, 0.0059, -0.0029, 0.0211
Si, 2.736, 2.7239, 30.1352, -0.0264, 0.0111, 0.0402
Si, 8.1829, 2.761, 30.1607, -0.0169, -0.0148, 0.0389
Si, -0.0211, 5.4789, 30.1584, 0.0166, 0.0122, 0.0367
Si, 5.4708, 5.4581, 30.1494, 0.0138, -0.0056, 0.0306
Si, 2.7347, 8.1976, 30.1471, -0.0043, -0.0047, 0.0289
Si, 8.2129, 8.1933, 30.1566, 0.0026, -0.0085, 0.0277
Si, 1.3673, 1.3673, 31.515, 0.0947, -0.0595, -0.0123
Si, 6.8362, 1.3673, 31.515, -0.0419, 0.0858, 0.0128
Si, 4.1018, 4.1018, 31.515, -0.0087, -0.0736, -0.033
Si, 9.5708, 4.1018, 31.515, -0.0791, 0.0759, 0.1002
Si, 1.3673, 6.8362, 31.515, -0.0542, 0.0698, -0.0357
Si, 6.8362, 6.8362, 31.515, 0.0556, -0.095, 0.0266
Si, 4.1018, 9.5708, 31.515, -0.1604, 0.0298, 0.0144
Si, 9.5708, 9.5708, 31.515, 0.0458, -0.0062, -0.0077
Si, 2.7345, 0, 0.6835, 0.0394, -0.0325, 0.0899
Si, 8.2035, 0, 0.6835, -0.0205, 0.0692, -0.1536
Si, 0, 2.7345, 0.6835, -0.0741, -0.0027, 0.0374
Si, 5.469, 2.7345, 0.6835, 0.0271, -0.0502, 0.0078
Si, 2.7345, 5.469, 0.6835, -0.0374, 0.1183, -0.1891
Si, 8.2035, 5.469, 0.6835, 0.0603, -0.0824, 0.07
Si, 0, 8.2035, 0.6835, 0.0883, -0.0437, -0.026
Si, 5.469, 8.2035, 0.6835, -0.0162, 0.043, 0.0225
Si, 4.123, 1.3626, 2.0552, -0.0119, -0.0027, 0.0043
Si, 9.5669, 1.3568, 2.0503, -0.0012, 0.0024, 0.0035
Si, 1.368, 4.1212, 2.0349, 0.0066, -0.004, 0.0087
Si, 6.8464, 4.0873, 2.0557, -0.0005, 0.0072, 0.0045
Si, 4.1042, 6.8304, 2.0519, -0.0053, -0.0021, 0.0005
Si, 9.5778, 6.8379, 2.0489, -0.0024, -0.0015, 0.0078
Si, 1.3792, 9.5499, 2.0515, -0.0019, 0.0095, 0.0043
Si, 6.8272, 9.5911, 2.0478, 0.0097, -0.0002, 0.0037
Si, -0.0037, -0.0315, 3.3881, -0.0142, -0.0143, -0.0121
Si, 5.4877, 0.0137, 3.4653, 0.0101, 0.0014, 0.0205
Si, 2.7732, 2.7797, 3.3652, 0.0074, 0.0286, -0.0229
Si, 8.1913, 2.701, 3.443, -0.0087, -0.0216, 0.0145
Si, 0.017, 5.481, 3.4287, 0.0128, 0.0009, 0.0057
Si, 5.4814, 5.4667, 3.4044, -0.0022, -0.0083, -0.0015
Si, 2.7652, 8.209, 3.443, 0.0119, 0.0017, 0.0155
Si, 8.2063, 8.2264, 3.3788, -0.0017, 0.0096, -0.0155
Si, 1.3881, 1.394, 4.629, -0.0005, -0.0011, 0.0179
Si, 6.8442, 1.3518, 4.9031, 0.0026, 0.0025, -0.0131
Si, 4.1539, 4.0878, 4.7982, -0.0018, -0.0034, 0.0017
Si, 9.5724, 4.0875, 4.756, 0.0028, 0.0025, 0.0024
Si, 1.411, 6.8349, 4.815, -0.0038, -0.0069, -0.0037
Si, 6.8232, 6.8902, 4.7252, -0.0013, -0.0016, 0.0083
Si, 4.1335, 9.5796, 4.8414, -0.0029, -0.005, -0.0092
Si, 9.5551, 9.5534, 4.7852, 0.0056, 0.0063, 0.0048
Si, 2.7437, 0.1148, 6.0538, 0.0046, -0.0107, 0.006
Si, 8.2051, -0.0598, 6.2612, -0.0002, 0.0053, 0.0004
Si, 0.0232, 2.6767, 6.0376, -0.0035, 0.0061, 0.0051
Si, 5.4738, 2.7298, 6.2873, 0.0042, -0.0027, -0.0004
Si, 2.8133, 5.4795, 6.1744, -0.002, -0.0005, 0.001
Si, 8.1709, 5.4832, 6.0364, 0.0001, -0.002, 0.0017
Si, 0.0096, 8.1909, 6.1509, 0.0029, 0, 0.0004
Si, 5.5269, 8.2249, 6.2286, -0.0037, 0.0028, 0.0017
Si, 3.8344, 1.5752, 7.5964, -0.0009, 0.0002, 0.0187
Si, 9.836, 1.1449, 7.4471, -0.0023, -0.0025, 0.0091
Si, 1.6266, 3.8012, 7.3052, 0.002, 0.0027, 0.0154
Si, 6.6484, 4.421, 7.4755, 0.0014, -0.004, 0.0125
Si, 4.4035, 6.636, 7.5407, -0.0018, 0.0033, 0.0093
Si, 9.3629, 6.9512, 7.4001, 0.0014, -0.0032, 0.0161
Si, 1.1387, 9.9241, 7.2888, 0.0025, -0.0003, 0.0144
Si, 7.1588, 9.2303, 7.6655, -0.0029, 0.0002, 0.017
O, 8.3073, 8.0876, 7.9168, 0.0064, 0.0031, -0.0083
O, 2.7127, 2.7367, 7.9481, -0.0007, 0.0058, -0.0092
O, 9.6468, 1.4377, 24.4095, 0.015, 0.012, -0.1259
O, 4.0491, 6.8402, 24.1052, 0.0045, -0.0197, 0.0297
O, 0.0275, 0.0323, 7.9532, -0.0037, -0.001, -0.0072
O, 5.5239, 5.5141, 8.0315, -0.0031, -0.0016, -0.0058
O, 6.8908, 9.5744, 24.185, 0.0205, -0.002, 0.0132
O, 1.303, 3.9509, 24.2719, 0.0105, -0.0117, -0.026
O, 3.8575, 7.3922, 8.9286, 0.0048, -0.0032, -0.0083
O, 0.8154, 4.3764, 8.6018, 0.0021, -0.0041, -0.012
O, 9.8113, 6.1725, 8.7934, -0.0043, 0.0026, -0.0109
O, 2.1093, 9.3933, 8.5011, -0.0013, 0.0023, -0.0106
O, 7.5049, 3.931, 8.8007, -0.0025, 0.0047, -0.0086
O, 4.2643, 0.9304, 9.0684, -0.0046, -0.0008, -0.017
O, 6.7332, 9.5636, 9.2225, 0.0014, -0.0003, -0.0182
O, 9.206, 1.8606, 8.7947, 0.0062, -0.0041, -0.0122
O, 7.7795, 3.1193, 23.5193, -0.0382, 0.0247, -0.0326
O, 10.5488, 5.8051, 23.4532, -0.0211, 0.0308, -0.0332
O, 5.0657, 0.4143, 23.4307, 0.0162, -0.0162, 0.0103
O, 5.879, 5.0247, 23.4127, -0.0183, 0.0394, 0.0013
O, 3.157, 2.2772, 23.2557, 0.0094, 0.0327, -0.0209
O, 2.2802, 8.7584, 23.288, 0.0245, -0.0252, -0.0036
O, 8.6817, 7.7328, 23.4456, -0.0258, 0.0155, 0.0135
O, 0.1222, 10.3154, 23.5459, 0.0267, -0.0613, -0.0709
Si, 4.4254, 1.5614, 22.4743, -0.0224, 0.0041, -0.0176
Si, 3.4887, 7.9377, 14.0272, 0.0015, -0.0016, 0.0089
Si, 7.1214, 0.9626, 14.6664, -0.0009, 0.0006, 0.0077
Si, 0.9378, 9.3448, 22.5309, -0.0053, 0.0028, -0.0108
Si, 1.1762, 4.3138, 11.8768, 0.0024, -0.0042, 0.0069
Si, 6.2633, 8.9686, 15.318, 0.0007, 0.0019, 0.0074
Si, 0.6755, 1.3709, 12.2896, 0.0009, 0.0003, 0.0066
Si, 8.6407, 4.9489, 20.5253, 0.0051, -0.0013, 0.0068
Si, 0.3252, 5.7159, 9.3546, 0.0043, 0.0001, 0.0143
Si, 5.1023, 3.1209, 17.9427, -0.0015, -0.003, 0.0121
Si, 0.8836, 3.7446, 16.7398, 0.0022, -0.0019, 0.01
Si, 10.4077, 2.8398, 19.229, 0.0005, -0.0014, 0.0117
Si, 5.277, 1.1866, 10.3451, 0.0021, 0.0033, 0.0128
Si, 0.8919, 0.1706, 19.859, 0.0043, 0.003, 0.0096
Si, 6.6435, 9.4654, 10.8594, 0.004, -0.0055, 0.0135
Si, 9.3444, 9.6783, 18.3286, 0.0016, -0.0001, 0.0115
Si, 9.3882, 9.2506, 12.5703, 0.0029, -0.0011, 0.0073
Si, 6.618, 3.815, 22.6131, 0.0121, -0.0356, -0.0255
Si, 2.4372, 8.0744, 9.373, -0.0019, 0.0013, 0.0155
Si, 10.5959, 7.3699, 17.0794, -0.0017, -0.0013, 0.0068
Si, 2.5147, 6.2948, 16.5746, 0, 0.0004, 0.0104
Si, 10.1724, 4.4937, 14.1854, -0.0011, 0.002, 0.0081
Si, 6.1417, 9.1848, 18.5151, -0.0016, 0.0026, 0.0111
Si, 7.9661, 2.5764, 9.5734, -0.0031, -0.0002, 0.0168
Si, 8.8767, 2.1476, 12.4472, 0.001, -0.0023, 0.0094
Si, 5.3431, 6.2441, 18.0672, 0.0029, -0.0021, 0.0061
Si, 3.9304, 0.5571, 19.4757, 0.0001, 0.0019, 0.0109
Si, 4.2759, 3.8424, 12.049, -0.0012, 0.0023, 0.007
Si, 5.5423, 6.6072, 12.1332, -0.0008, -0.0024, 0.0051
Si, 8.0168, 2.5002, 17.2242, 0.0005, 0.003, 0.0086
Si, 4.3603, 2.4831, 14.9655, 0.0031, -0.0022, 0.0096
Si, 1.5418, 1.2132, 15.2497, 0.0029, -0.001, 0.009
Si, 1.5689, 9.417, 12.0386, -0.0029, 0.0024, 0.0078
Si, 8.0479, 6.8543, 13.8663, 0.0024, 0.0004, 0.0051
Si, 10.3823, 9.8392, 15.4868, 0.0002, -0.0036, 0.0094
Si, 9.8458, 6.9845, 22.5792, 0.0259, -0.0128, -0.0184
Si, 8.1193, 5.4853, 17.4249, -0.0003, -0.0008, 0.0073
O, 6.0454, 7.9634, 11.2861, 0.0026, 0.0065, -0.0026
O, 6.0179, 9.2065, 16.8985, 0.0013, -0.001, -0.0092
O, 7.6793, 1.3661, 13.1949, 0.0048, 0.0027, -0.0053
O, 0.896, 1.749, 13.8605, -0.0027, -0.0002, -0.0078
O, 9.4381, 6.2523, 16.8907, 0.0026, 0.0005, -0.0023
O, 6.7603, 6.2065, 13.1315, -0.0037, -0.0004, -0.0014
O, 5.1363, 4.6588, 18.6107, 0.0005, 0.001, -0.002
O, 9.23, 2.1476, 18.2826, -0.0008, -0.0009, -0.0041
O, 2.3743, 0.0929, 19.0942, -0.0041, -0.0021, -0.0002
O, 9.4191, 10.2374, 16.7713, 0.0021, -0.0001, -0.0065
O, 2.7855, 4.4359, 11.7148, -0.0008, 0.0003, 0.001
O, 5.0725, 10.3236, 19.1115, 0.0027, -0.0031, -0.0023
O, 9.4205, 3.2451, 13.4907, -0.0009, -0.0032, -0.0017
O, 0.4631, 1.7603, 19.9638, -0.0006, -0.0013, -0.0042
O, 3.1563, 1.3614, 15.0569, 0.0009, 0.0004, 0.0006
O, 8.1749, 5.3852, 19.0411, -0.0004, -0.0004, -0.0041
O, 3.9, 6.5944, 17.385, -0.0032, -0.0002, -0.003
O, 4.5696, 3.2812, 16.3902, -0.0007, -0.0026, -0.0088
O, 9.058, 5.6695, 14.3178, 0.0006, -0.0001, -0.0005
O, 5.5285, 2.707, 22.1389, 0.0068, 0.0129, 0.0116
O, 10.6716, 4.1456, 15.6814, -0.0023, 0.0008, -0.0058
O, 0.343, 3.8598, 18.2777, 0.0025, 0.0018, -0.006
O, 10.4311, 10.5085, 19.2317, 0.0008, -0.0013, -0.0025
O, 9.6407, 10.029, 14.0309, -0.0014, -0.0016, -0.0073
O, 10.9458, 8.0824, 22.0897, -0.0031, 0.0074, 0.0199
O, 1.1964, 2.1625, 16.523, 0.001, -0.0023, -0.0031
O, 9.7424, 3.7439, 20.419, -0.0026, 0.0019, -0.0072
O, 8.1428, 4.0324, 16.7009, 0.0012, -0.0021, -0.0012
O, -0.0441, 9.1085, 11.9068, 0.0041, -0.0011, 0.0007
O, 6.5848, 2.4119, 18.006, 0.0027, 0.0004, -0.003
O, 5.5791, 10.721, 11.1927, 0.0002, 0.0014, -0.0024
O, 7.7535, 9.5911, 18.844, 0.002, -0.0001, -0.0015
O, 10.0261, 1.0262, 12.0592, 0.0004, -0.0005, 0.0001
O, 1.3093, 6.9629, 9.0579, -0.0003, -0.0003, -0.0019
O, 0.6181, 4.7711, 13.3468, 0.0047, -0.0007, -0.0044
O, 5.7052, 7.624, 18.9834, 0.001, -0.0008, -0.0025
O, 5.2323, 5.0907, 11.5182, 0.0012, -0.0021, 0.0001
O, 2.7146, 6.9922, 15.1155, 0.003, 0.0029, -0.0059
O, 0.9049, 2.7492, 11.4615, 0.0011, 0.0014, 0.0003
O, 0.8633, 10.6862, 15.5445, 0.001, 0.0005, -0.0006
O, 2.4015, 8.5856, 10.911, 0.0046, -0.0053, -0.011
O, 4.6952, 2.4348, 11.272, 0.0034, -0.008, -0.0048
O, 4.2547, 3.5136, 13.6807, -0.0003, 0.0042, -0.0088
O, 2.1974, 4.6871, 16.4824, 0.0002, -0.0004, 0.0002
O, 10.7028, 8.251, 15.6996, 0.0012, 0.0029, -0.0031
O, 6.929, 10.2955, 14.6739, 0.0015, 0.0002, 0.0001
O, 2.3411, 8.9603, 13.4225, -0.0026, 0.0019, -0.0039
O, 8.0393, 1.526, 15.9087, -0.0008, -0.0047, -0.0066
O, 4.1289, 7.0031, 12.8555, 0.0046, -0.0033, -0.003
O, 4.1803, 2.0111, 18.733, 0.0024, 0.0022, -0.0028
O, 7.3113, 4.4214, 21.2882, -0.0034, 0.0065, -0.0037
O, 8.4079, 2.9289, 11.1001, -0.0028, 0.0009, -0.0115
O, 1.1873, 6.8712, 17.361, 0.0027, -0.0016, -0.0031
O, 5.6585, 1.5824, 14.7667, -0.0002, -0.0002, -0.0003
O, 8.1275, 9.7589, 11.5903, -0.0068, 0.0008, -0.0041
O, 9.2257, 6.2731, 21.2626, -0.002, 0.0066, 0.0047
O, 8.9599, 7.7192, 12.8595, 0.0014, 0.0023, -0.0014
O, 1.65, 0.1236, 11.8715, 0.0021, -0.0015, 0.0011
O, 6.6559, 6.1491, 17.0738, 0.0012, 0.0008, -0.0021
O, 7.3903, 7.8027, 15.0398, 0.0031, -0.0027, -0.0022
O, 1.2235, 10.2917, 21.2417, -0.0098, 0.0004, -0.0067
O, 10.0368, 8.2005, 18.3587, 0.0012, -0.0005, -0.0029
O, 3.9617, 0.8498, 21.0912, 0.0054, -0.0042, -0.0082
O, 0.3379, 5.3407, 10.9252, -0.0026, 0.0031, -0.0097
O, 6.6944, 1.576, 9.6385, 0.0031, 0.0007, -0.0022
O, 4.7741, 8.7157, 14.683, -0.002, -0.0017, -0.0014

Results
free energy: -144176.332 eV
free energy less fixed offsets of As -4856.12, O -568.88, Si -635.61 eV per atom: 0.018 eV

The program warned: the cutoff lies below the one the program advises for these potential files; the exchange-correlation potential is rough where the density is thin.
